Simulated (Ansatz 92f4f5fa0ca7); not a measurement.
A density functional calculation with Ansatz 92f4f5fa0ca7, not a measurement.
Periodic cell of 215 atoms, Si131O82As2, from a study of silicon, its oxide and their interface. The atomic structure is a simulated model.
Doubt: the cutoff is far below the 930 eV that the study's wrapper takes by default for these files, so forces and energies are approximate.
This geometry differs little from another in the collection (a relaxation step or a small displacement).

Settings
functional: PBE
potential files: Ansatz PAW
basis: plane waves
wave-function cutoff: 580 eV
density cutoff ratio: 5
exchange-correlation grid ratio: 1
k mesh: 1 x 1 x 1, Gamma-centred
self-consistency stop: 5e-08 eV per atom in the density residual
occupations: fixed
spin: none
net charge: 0

Cell vectors (angstrom)
a, 10.938, 0, 0
b, 0, 10.938, 0
c, 0, 0, 31.5432

Atoms: element, x, y, z (angstrom)
Si, 10.4279, 0.5493, 24.1897
As, 5.9932, 10.5574, 24.3029
Si, 2.1189, 3.2786, 24.0168
Si, 8.7252, 2.2885, 24.2807
Si, 0.4618, 5.1167, 24.0633
Si, 5.1045, 5.8959, 24.2087
Si, 3.4467, 7.6635, 24.1559
As, 7.9258, 8.6956, 23.6228
Si, 1.2973, 1.4916, 25.3775
Si, 6.9338, 1.4259, 25.5661
Si, 3.994, 4.1308, 25.3006
Si, 9.6761, 4.1326, 25.3999
Si, 1.4829, 6.8477, 25.3007
Si, 6.8946, 6.9389, 25.3327
Si, 4.1362, 9.5351, 25.4575
Si, 9.4621, 9.6447, 25.3194
Si, 2.6997, 0.0521, 26.6633
Si, 8.2222, -0.0275, 26.8953
Si, 0.0133, 2.7868, 26.8705
Si, 5.3978, 2.7956, 26.6941
Si, 2.7283, 5.4783, 26.7967
Si, 8.2164, 5.505, 26.6637
Si, -0.0021, 8.2306, 26.5835
Si, 5.5449, 8.2039, 26.8232
Si, 4.0916, 1.3735, 28.0785
Si, 9.5833, 1.3914, 28.1914
Si, 1.383, 4.138, 28.1974
Si, 6.8272, 4.1372, 28.0571
Si, 4.1107, 6.8452, 28.1359
Si, 9.6029, 6.8548, 28.0419
Si, 1.3452, 9.5856, 28.0348
Si, 6.8442, 9.5626, 28.2255
Si, 0.0145, -0.01, 29.4931
Si, 5.4477, 0.0203, 29.5013
Si, 2.7449, 2.7293, 29.4994
Si, 8.1688, 2.761, 29.4849
Si, -0.0161, 5.4988, 29.4971
Si, 5.4762, 5.4738, 29.4871
Si, 2.7167, 8.224, 29.4625
Si, 8.2406, 8.1757, 29.5006
Si, 1.3673, 1.3673, 30.8594
Si, 6.8362, 1.3673, 30.8594
Si, 4.1018, 4.1018, 30.8594
Si, 9.5708, 4.1018, 30.8594
Si, 1.3673, 6.8362, 30.8594
Si, 6.8362, 6.8362, 30.8594
Si, 4.1018, 9.5708, 30.8594
Si, 9.5708, 9.5708, 30.8594
Si, 2.7345, 0, 0.6835
Si, 8.2035, 0, 0.6835
Si, 0, 2.7345, 0.6835
Si, 5.469, 2.7345, 0.6835
Si, 2.7345, 5.469, 0.6835
Si, 8.2035, 5.469, 0.6835
Si, 0, 8.2035, 0.6835
Si, 5.469, 8.2035, 0.6835
Si, 4.116, 1.3506, 2.0526
Si, 9.5421, 1.3842, 2.0401
Si, 1.3341, 4.1325, 2.0542
Si, 6.8545, 4.0742, 2.0538
Si, 4.0807, 6.8608, 2.0381
Si, 9.5932, 6.8151, 2.0504
Si, 1.38, 9.5585, 2.0552
Si, 6.8315, 9.5748, 2.0644
Si, -0.0338, -0.0067, 3.3455
Si, 5.4707, -0.0061, 3.4837
Si, 2.7067, 2.7291, 3.3414
Si, 8.1929, 2.7036, 3.4919
Si, -0.0164, 5.4765, 3.5114
Si, 5.4644, 5.4781, 3.3279
Si, 2.7446, 8.2101, 3.482
Si, 8.2308, 8.1877, 3.3788
Si, 1.3067, 1.3727, 4.673
Si, 6.8502, 1.3106, 4.9097
Si, 4.0761, 4.1232, 4.6434
Si, 9.5419, 4.0717, 4.8924
Si, 1.3655, 6.8763, 4.8911
Si, 6.8457, 6.8073, 4.688
Si, 4.1171, 9.5694, 4.891
Si, 9.5867, 9.5666, 4.7445
Si, 2.6362, 0.051, 6.1058
Si, 8.2445, -0.1247, 6.2584
Si, -0.0026, 2.6634, 6.1904
Si, 5.3941, 2.777, 6.0713
Si, 2.7685, 5.4421, 6.1335
Si, 8.1085, 5.4465, 6.181
Si, 0.0123, 8.3032, 6.2375
Si, 5.5818, 8.1624, 6.1574
Si, 3.4926, 1.9535, 7.1767
Si, 10.0431, 0.8412, 7.4532
Si, 1.7909, 3.6695, 7.3431
Si, 6.2264, 4.5348, 7.3851
Si, 4.6565, 6.3183, 7.2553
Si, 9.1831, 7.1915, 7.329
Si, 0.9139, 10.168, 7.5186
Si, 7.4367, 8.8987, 7.4865
O, 4.599, 6.6103, 8.8837
O, 1.4286, 3.9985, 8.9349
O, 9.7622, 6.5364, 8.7428
O, 1.3382, 10.1338, 9.1469
O, 6.0965, 4.2381, 9.0268
O, 3.7371, 1.6544, 8.7707
O, 7.1843, 8.9928, 9.1382
O, 9.6716, 1.1043, 9.0492
O, 8.2296, 2.7064, 22.7749
O, 10.8925, 5.6798, 22.5762
O, 5.2884, 0.3769, 22.8068
O, 5.428, 5.4103, 22.6549
O, 2.2666, 2.8164, 22.4293
O, 3.5062, 7.958, 22.5213
O, 9.3651, 8.5237, 22.3291
O, -0.1425, 11.2544, 22.5953
Si, 2.2194, 2.9663, 12.875
Si, 8.7304, 1.3463, 10.3503
Si, 1.1402, 4.5381, 15.3311
Si, 7.584, 5.6076, 12.2209
Si, 2.5485, 8.181, 21.2222
Si, 5.4636, 7.8358, 12.4609
Si, 9.3657, 0.4788, 15.4701
Si, 3.0516, 0.0153, 16.7042
Si, 10.5444, 1.1602, 12.5686
Si, 7.8126, 2.8347, 21.2211
Si, 9.1998, 8.8118, 14.4431
Si, 1.5215, 4.7848, 10.3602
Si, 4.5856, 9.4905, 19.1844
Si, 11.2216, 6.0755, 21.013
Si, 6.7108, 10.5017, 14.8372
Si, 5.405, 0.7772, 21.2309
Si, 2.3905, 9.8264, 10.3695
Si, 0.5792, 10.6465, 21.274
Si, 5.9125, 5.3079, 21.1131
Si, 3.6787, 7.1057, 10.1064
Si, 9.111, 5.7187, 14.8565
Si, 3.6931, 4.1921, 19.0609
Si, 10.1306, 3.6261, 19.3519
Si, 4.3473, 8.7358, 15.3536
Si, 0.5596, 1.9434, 17.1558
Si, 6.9385, 7.5884, 19.2944
Si, 5.3629, 3.7056, 16.7487
Si, 7.8992, 5.0451, 17.5829
Si, 6.7069, 9.9629, 10.3605
Si, 4.4241, 1.0787, 10.0971
Si, 0.0232, 9.0944, 11.882
Si, 9.4975, 8.5816, 20.7072
Si, 4.6532, 1.73, 14.6005
Si, 2.5447, 2.1667, 20.9565
Si, 6.3685, 3.3729, 10.3814
Si, 3.517, 5.9864, 16.6892
Si, 9.9255, 6.5374, 10.3553
O, 0.1752, 2.5673, 18.6024
O, 3.0328, 9.7119, 15.6054
O, 11.056, 4.6794, 20.1867
O, 7.6341, 2.4604, 9.9465
O, 10.9713, 5.3444, 10.8021
O, 6.6396, 6.78, 12.861
O, 10.3841, 8.062, 10.7609
O, 7.7472, 9.5069, 13.977
O, 8.4688, 6.2255, 11.0035
O, 5.3822, 10.4115, 20.266
O, 2.2305, 3.7403, 11.4194
O, 8.1199, 8.6002, 19.8107
O, 6.3453, 6.7909, 20.5997
O, 5.6019, 2.8066, 15.4041
O, 1.4738, 0.948, 20.6439
O, 6.0962, 9.0991, 11.6114
O, 4.7529, 5.0868, 16.1239
O, 6.6955, 3.9471, 17.6641
O, 10.5714, 10.6694, 11.7757
O, 5.6777, 0.5657, 13.9972
O, 8.1397, 5.1227, 15.9887
O, 9.8206, 9.8377, 15.5614
O, -0.3149, 5.2068, 15.1163
O, 1.7808, 6.7574, 20.936
O, 1.6286, 0.6863, 17.1933
O, 6.7374, 1.6552, 20.8782
O, 1.1044, 1.7633, 12.7937
O, 3.2574, 5.5814, 18.2695
O, 9.6144, 2.0339, 11.552
O, 1.1091, 3.1787, 16.2362
O, 8.603, 5.1577, 13.4122
O, 10.3405, 8.587, 13.2931
O, 1.5771, 9.4121, 21.6703
O, 10.3689, 9.9519, 20.3074
O, 3.2323, 0.2242, 10.8634
O, 5.1236, 2.3777, 10.8338
O, 1.7523, 4.1321, 13.8915
O, 7.9572, 10.9105, 10.8387
O, 9.2387, 4.486, 18.2982
O, 5.7371, 9.5456, 15.759
O, 5.5774, 0.0021, 9.7142
O, 3.6607, 2.3369, 13.4187
O, 2.1, 5.6987, 15.9423
O, 9.7884, 1.0608, 14.002
O, 4.4389, 6.9878, 11.5283
O, 4.7347, 4.663, 20.2118
O, 10.0808, 1.369, 16.5955
O, 6.6969, 4.3541, 11.6513
O, 5.7324, 8.4672, 18.6153
O, 9.1536, 2.7228, 20.3049
O, 3.7517, 1.1929, 15.8396
O, 4.2984, 3.1825, 17.8989
O, 10.2347, 7.164, 20.3017
O, 3.3853, 8.678, 9.7861
O, 4.0173, 7.4997, 16.3649
O, 7.7349, 0.5235, 15.6932
O, 8.9679, 7.3327, 15.0335
O, 4.0731, 1.6347, 20.9056
O, 1.6508, 9.1522, 11.6805
O, 2.3646, 6.1665, 10.1842
O, 7.4744, 6.4969, 18.1987
O, 7.2098, 4.329, 20.9884
O, 4.6064, 8.3061, 13.7842
O, 3.4135, 8.6083, 19.9135
O, 2.5134, 3.3468, 19.8134
O, 3.8825, 10.4165, 18.0209

Results
free energy: -139623.859 eV
free energy less fixed offsets of As -4856.12, O -568.88, Si -635.61 eV per atom: 1.451 eV

Forces (eV/angstrom), in the order of the atoms: element, x, y, z
Si, -0.0094, -0.0175, -0.0446
As, -0.0321, -0.0199, -0.0459
Si, 0.0005, -0.002, -0.0221
Si, 0.028, 0.0159, 0.0193
Si, -0.009, -0.0035, -0.0151
Si, -0.0021, -0.0017, -0.0123
Si, 0.0067, 0.0061, 0.0046
As, 0.1316, -0.0229, -0.0209
Si, -0.0152, 0.004, 0.0067
Si, -0.0109, 0.0045, -0.0123
Si, 0.0073, 0.0065, 0.0046
Si, -0.018, -0.008, 0.0003
Si, 0.0146, 0.006, -0.0044
Si, -0.0033, 0.0347, -0.0492
Si, 0.0093, 0.0032, 0.0183
Si, -0.0073, -0.0048, -0.0382
Si, 0.0037, -0.0102, 0.0003
Si, -0.0018, -0.0072, 0.0114
Si, 0.0127, 0.0031, 0.0044
Si, 0.0042, 0.0078, 0.0125
Si, -0.0095, -0.0018, 0.0027
Si, 0.0269, -0.0058, -0.0004
Si, -0.0073, -0.0065, 0.0014
Si, -0.0101, 0.0095, 0.0163
Si, -0.0002, -0.0016, 0.0008
Si, -0.0016, 0.0115, -0.008
Si, 0.006, -0.0034, -0.0005
Si, -0.0175, 0.0039, 0.0084
Si, 0.0019, -0.0124, 0.0032
Si, -0.0087, -0.0025, 0.0072
Si, -0.0015, 0.0073, 0.0017
Si, -0.0017, 0.0029, -0.0033
Si, -0.0007, -0.0072, 0.0032
Si, 0.0049, -0.0035, -0.009
Si, 0.0029, 0.005, -0.0034
Si, 0.0083, 0.0028, 0.0021
Si, -0.0009, -0.0016, -0.0032
Si, -0.006, -0.0028, 0.0061
Si, -0.002, 0.0073, 0.0054
Si, 0.0035, -0.0014, -0.0178
Si, 0.1259, -0.0723, 0.0597
Si, -0.1528, 0.1134, -0.0252
Si, 0.1581, -0.0508, 0.0236
Si, -0.1519, 0.1291, -0.1326
Si, -0.0241, 0.1972, -0.109
Si, 0.1157, -0.0905, 0.0535
Si, -0.1827, 0.0765, -0.1143
Si, 0.1238, -0.0712, 0.0877
Si, 0.0935, -0.1125, 0.0688
Si, -0.1739, 0.0338, -0.0525
Si, -0.1574, 0.1314, -0.0252
Si, 0.0995, -0.102, 0.0533
Si, -0.1471, 0.1234, -0.044
Si, 0.0913, -0.1805, 0.1013
Si, 0.198, -0.0865, 0.0658
Si, -0.0127, 0.1563, -0.041
Si, 0.0003, 0.0002, -0.0017
Si, 0.0004, 0.001, 0.0022
Si, -0.0009, 0.0017, -0.0013
Si, -0.0009, -0.0007, 0.0007
Si, -0.0003, -0.0007, 0.0011
Si, 0.0002, -0.0015, -0.0011
Si, 0.0005, -0.0009, 0.0009
Si, -0.0027, 0.0021, -0.001
Si, 0.0009, -0.0012, 0.0033
Si, -0.0012, -0.0018, -0.0012
Si, 0.0015, -0.002, 0.0027
Si, 0.0017, 0.002, -0.0026
Si, -0.0004, -0.0011, -0.001
Si, -0.0001, -0.001, 0.0026
Si, -0.0003, 0.0003, -0.0026
Si, -0.0004, -0.0011, 0.0008
Si, 0.0001, -0.0005, -0.0002
Si, 0.0003, 0.0006, -0.0008
Si, -0.0003, -0.0008, -0.0026
Si, -0.0005, -0.0008, 0.0004
Si, 0.0009, 0.0005, 0.0013
Si, -0.0007, 0, -0.0019
Si, -0.0015, -0.0019, 0
Si, 0.0006, 0.0005, -0.0015
Si, 0.0017, 0.0022, 0.0015
Si, 0, -0.0007, 0.0007
Si, 0.0006, -0.0025, 0.0005
Si, -0.0012, 0.0003, 0.0012
Si, 0.0011, -0.0015, -0.0009
Si, 0.0001, 0.0016, 0.0001
Si, -0.0011, 0.0002, 0.0009
Si, 0.0021, -0.0014, 0.0006
Si, 0, 0.0004, -0.0048
Si, -0.0001, 0.0003, 0.0008
Si, 0.0005, 0.0029, 0.0045
Si, 0.0004, -0.0026, -0.0002
Si, -0.0009, 0.0001, 0.001
Si, 0.0016, -0.002, -0.0008
Si, 0.0014, -0.0003, 0.0006
Si, 0.0017, -0.0014, -0.0016
O, 0.0003, 0.0003, -0.0011
O, -0.0009, 0.0007, -0.0024
O, 0.0001, -0.0005, 0.0012
O, 0.0012, -0.0012, -0.0025
O, 0.0019, -0.0044, 0.0025
O, 0.0064, -0.0038, 0.0089
O, -0.0013, 0.0044, 0.0069
O, -0.0001, -0.0003, -0.0016
O, -0.0065, -0.0131, -0.0071
O, 0.0358, -0.0211, -0.0416
O, 0.001, 0.0193, -0.0088
O, 0.0056, 0.0042, 0.0059
O, 0.0029, -0.0121, -0.0341
O, -0.0124, -0.0018, -0.0161
O, -0.1105, -0.0173, -0.0939
O, 0.0083, 0.0211, 0.0584
Si, -0.0004, -0.0043, 0.0003
Si, -0.0023, 0.0016, 0.0024
Si, -0.0057, -0.0011, 0.0013
Si, 0.0001, 0, -0.0017
Si, 0.0026, -0.0111, 0.0004
Si, 0.0005, -0.0019, 0.0003
Si, 0.0015, -0.0034, -0.0002
Si, -0.0023, 0, 0.0054
Si, 0.0024, -0.0045, 0.0064
Si, -0.0267, -0.0267, -0.0058
Si, -0.0007, -0.0029, 0.0045
Si, 0.0028, -0.0036, 0.0017
Si, -0.0128, 0.0162, 0.0077
Si, -0.0407, 0.0293, -0.0281
Si, 0.0051, -0.002, 0.0031
Si, -0.021, 0.0126, 0.0255
Si, 0.0005, -0.0019, 0.0045
Si, -0.0236, -0.0332, -0.0167
Si, 0.0126, -0.0145, -0.0132
Si, -0.0023, -0.0044, 0.004
Si, 0.0015, -0.0006, 0.0103
Si, 0.0078, 0.0088, 0.0157
Si, -0.0069, 0.0069, 0.0051
Si, -0.001, 0.0025, 0.0005
Si, 0.0024, -0.01, -0.0043
Si, 0.0336, 0.0219, 0.0314
Si, -0.0012, 0.0039, 0.0056
Si, 0.0041, 0.0012, -0.0002
Si, -0.0035, 0.0002, -0.0004
Si, -0.0018, 0.0017, -0.0071
Si, -0.0001, -0.0002, 0.0046
Si, -0.005, -0.059, 0.1096
Si, -0.0048, -0.0035, 0.0002
Si, 0.0214, -0.014, 0.0369
Si, 0.0099, -0.0012, 0.0011
Si, 0.0007, -0.0057, -0.0014
Si, -0.0005, -0.0024, 0.0038
O, -0.0017, 0.0011, 0.007
O, 0.0021, -0.005, 0.0014
O, -0.0087, 0.0278, 0.0097
O, -0.0031, 0.0042, 0.0059
O, -0.0003, -0.0006, -0.0022
O, 0.0001, -0.001, -0.003
O, 0.0011, -0.0009, -0.0041
O, -0.0008, -0.0018, 0.0003
O, 0.0006, -0.0017, 0.002
O, -0.0135, -0.0046, -0.0007
O, 0.0005, 0.0017, -0.0031
O, -0.0302, -0.0558, -0.0102
O, -0.0044, -0.0102, -0.0261
O, 0.0004, -0.0011, 0.0012
O, 0.0094, -0.002, 0.0187
O, -0.0001, 0.0004, -0.005
O, -0.0018, -0.0041, 0.0006
O, -0.0066, -0.0018, -0.002
O, 0.0009, 0.0003, -0.0006
O, 0, -0.0016, 0.0001
O, 0.0025, 0.0025, -0.0008
O, -0.0011, -0.0015, -0.0029
O, -0.0056, -0.0027, -0.0002
O, -0.0269, 0.0035, 0.0022
O, 0.0023, -0.0028, -0.001
O, 0.0416, 0.021, -0.0117
O, -0.0031, -0.0038, -0.0003
O, 0.0039, -0.016, 0.0143
O, -0.0017, -0.0022, -0.004
O, 0.0014, 0.0019, 0.0004
O, -0.0028, -0.0027, -0.0021
O, 0.0014, -0.001, -0.0033
O, -0.0444, 0.0314, -0.0212
O, 0.0643, -0.0037, 0.0257
O, -0.0001, 0.0018, -0.0016
O, -0.001, -0.0044, -0.004
O, 0.0011, -0.0005, -0.0023
O, -0.0028, 0.0015, -0.0041
O, 0.0032, -0.0063, 0.0038
O, -0.0007, -0.0035, 0.002
O, 0.0044, -0.0017, 0.0016
O, 0.0013, -0.0019, 0.0026
O, 0.0048, 0.002, 0.0048
O, 0.0018, 0.0003, -0.0057
O, 0.0024, 0.0007, -0.0018
O, 0.0022, 0.0011, -0.0078
O, 0.001, -0.0007, 0.0003
O, 0.0006, -0.0031, -0.0057
O, 0.0305, -0.0189, 0.0183
O, 0.0017, 0.0077, 0.0009
O, 0.0042, 0.0006, -0.0018
O, 0, -0.0018, -0.002
O, 0.0172, 0.028, 0.1073
O, -0.001, -0.0005, -0.0002
O, 0.0016, -0.0002, -0.0002
O, -0.0014, -0.0019, -0.0008
O, 0.0027, -0.0042, -0.0025
O, -0.0177, -0.0243, 0.0205
O, -0.0016, 0, -0.0028
O, 0.0025, -0.0011, 0.0013
O, -0.004, 0.0023, 0.0115
O, -0.0324, 0.0177, -0.0013
O, 0.0019, -0.0014, -0.0023
O, 0.0019, 0.0024, -0.0007
O, 0.0166, 0.0131, -0.0028
O, 0.0014, -0.0078, 0.0005

The program warned: the cutoff lies below the one the program advises for these potential files; the exchange-correlation potential is rough where the density is thin.
